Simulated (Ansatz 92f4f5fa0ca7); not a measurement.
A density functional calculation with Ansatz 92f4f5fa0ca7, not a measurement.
Periodic cell of 282 atoms, Si194O88, from a study of silicon, its oxide and their interface. The atomic structure is a simulated model.
Doubt: the cutoff is far below the 930 eV that the study's wrapper takes by default for these files, so forces and energies are approximate.
This geometry differs little from another in the collection (a relaxation step or a small displacement).

Settings: functional PBE; potential files Ansatz PAW; basis plane waves; wave-function cutoff 580 eV; density cutoff ratio 5; exchange-correlation grid ratio 1; k mesh 1 x 1 x 1, Gamma-centred; self-consistency stop 5e-08 eV per atom in the density residual; occupations fixed; spin none; net charge 0.

Cell vectors (angstrom)
a 11.6015 0 0
b 0 10.938 0
c 0 0 40.6642

Atoms and the computed forces on them: element, x, y, z (angstrom), force x, y, z (eV/angstrom)
Si 0 0 0.9665 0.0031 0.0688 0.0016
Si 3.8672 0 0.9665 0.0054 0.0286 0.004
Si 7.7343 0 0.9665 -0.0063 0.0267 -0.0098
Si 1.9336 1.3673 0.9665 0.0086 -0.0371 0.0084
Si 5.8008 1.3673 0.9665 -0.0017 -0.0285 0.0003
Si 9.6679 1.3673 0.9665 -0.0067 -0.0413 -0.0033
Si 0 5.469 0.9665 0.0016 0.0734 -0.0106
Si 3.8672 5.469 0.9665 0.0074 0.0117 0.0187
Si 7.7343 5.469 0.9665 -0.0093 0.0302 -0.0124
Si 1.9336 6.8362 0.9665 0.0068 -0.05 0.0001
Si 5.8008 6.8362 0.9665 -0.0008 0.0003 0.0199
Si 9.6679 6.8362 0.9665 -0.0063 -0.0717 -0.01
Si 1.9336 2.7345 39.6971 -0.0099 0.0219 0.0015
Si 5.8008 2.7345 39.6971 -0.0046 0.0209 0.0042
Si 9.6679 2.7345 39.6971 0 0.0528 -0.0282
Si 0 4.1018 39.6971 -0.0023 -0.0915 -0.0154
Si 3.8672 4.1018 39.6971 -0.0004 0.046 0.0584
Si 7.7343 4.1018 39.6971 -0.013 -0.0438 -0.0074
Si 1.9336 8.2035 39.6971 0.0057 0.0526 -0.0069
Si 5.8008 8.2035 39.6971 -0.0082 -0.0561 0.0559
Si 9.6679 8.2035 39.6971 -0.0106 0.0906 -0.0209
Si 0 9.5708 39.6971 -0.0101 -0.065 -0.0186
Si 3.8672 9.5708 39.6971 -0.0048 -0.007 0.0209
Si 7.7343 9.5708 39.6971 0.0008 -0.027 -0.0024
Si 0 0 4.8337 0.0295 -0.0254 0.2378
Si 3.8672 0 4.8337 -0.0081 -0.0245 0.0535
Si 7.7343 0 4.8337 0.0213 -0.0465 0.0173
Si 1.9336 1.3673 4.8337 0.0107 -0.0635 0.0637
Si 5.8008 1.3673 4.8337 -0.0059 -0.019 -0.0281
Si 9.6679 1.3673 4.8337 0.0439 -0.043 -0.0197
Si 0 5.469 4.8337 0.0356 0.0661 0.0193
Si 3.8672 5.469 4.8337 -0.0156 0.0068 0.0775
Si 7.7343 5.469 4.8337 0.0364 0.081 -0.2082
Si 1.9336 6.8362 4.8337 0.0083 -0.0928 -0.0598
Si 5.8008 6.8362 4.8337 -0.0026 -0.0453 0.0178
Si 9.6679 6.8362 4.8337 0.0463 -0.0761 0.0336
Si 1.9336 2.7345 2.9001 0.0091 0.0425 0.0009
Si 5.8008 2.7345 2.9001 0.0051 0.0074 -0.0266
Si 9.6679 2.7345 2.9001 0.0021 0.0188 -0.0205
Si 0 4.1018 2.9001 0.0082 -0.0638 0.0177
Si 3.8672 4.1018 2.9001 0.0087 -0.0355 0.0229
Si 7.7343 4.1018 2.9001 0.0014 -0.0001 -0.0218
Si 1.9336 8.2035 2.9001 0.0112 0.0416 0.0054
Si 5.8008 8.2035 2.9001 0.0029 0.0126 0.0042
Si 9.6679 8.2035 2.9001 0.005 0.0562 0.0093
Si 0 9.5708 2.9001 0.0043 -0.0744 0.0174
Si 3.8672 9.5708 2.9001 0.0124 -0.025 -0.0026
Si 7.7343 9.5708 2.9001 0.0005 -0.0037 -0.0196
Si -0.0111 0.1131 30.2857 0.0567 0.0272 0.0184
Si 3.789 0.0907 30.2265 0.0054 0.0795 -0.0029
Si 7.6241 -0.0187 30.1866 -0.0103 0.0435 0.0483
Si 1.9051 1.4668 30.257 -0.0442 -0.0632 0.0216
Si 5.7411 1.3834 30.1076 0.0263 -0.0521 0.0081
Si 9.5599 1.2968 30.2756 -0.0533 -0.0181 0.0143
Si 0.0449 5.4762 29.483 0.0154 0.05 0.0718
Si 3.9006 5.4001 30.3606 -0.0626 0.2643 0.0007
Si 7.4697 5.5745 29.8108 0.1009 0.098 0.0055
Si 2.0943 6.8031 29.8041 -0.0967 -0.1177 0.0369
Si 5.6555 6.9732 30.3764 0.0417 -0.2626 -0.0129
Si 9.5223 6.8854 29.4746 -0.0164 -0.0383 0.083
Si 1.8524 2.8757 32.0869 -0.0843 -0.0617 0.0125
Si 5.7842 2.7723 32.0245 0.0454 -0.0644 -0.0111
Si 9.6121 2.9397 31.9237 0.0725 -0.0691 0.0059
Si -0.0361 4.295 31.7499 0.0165 0.0583 -0.0579
Si 3.8375 4.0749 32.2312 0.0426 0.0306 0.025
Si 7.6563 4.2403 31.8637 -0.0775 0.0476 -0.0489
Si 1.9375 8.1255 31.8673 0.088 -0.0598 -0.0524
Si 5.7612 8.2734 32.258 -0.0301 -0.0234 0.0134
Si 9.616 8.0738 31.7369 -0.0295 -0.0661 -0.0622
Si -0.0257 9.4118 31.9324 -0.061 0.072 0.0121
Si 3.8177 9.5823 32.0832 -0.0598 0.0522 0.0142
Si 7.7197 9.5042 32.0402 0.0971 0.0813 -0.0137
Si -0.0583 -0.0341 33.8378 0.0003 -0.0408 -0.0118
Si 3.8109 0.0636 33.946 0.006 -0.0667 0.0205
Si 7.7705 0.0297 33.8976 -0.02 -0.061 0.0116
Si 1.841 1.3725 33.9168 0.0256 0.0591 0.003
Si 5.8076 1.3482 33.9069 -0.0107 0.0663 0.0268
Si 9.6697 1.4369 33.8297 -0.0009 0.0418 -0.0143
Si -0.0321 5.5155 33.7981 -0.016 -0.1052 0.0641
Si 3.8436 5.5062 34.0527 -0.0276 -0.0206 0.0053
Si 7.7044 5.4961 33.8739 -0.0034 -0.0537 0.0372
Si 1.9138 6.8391 33.8651 0.0011 0.06 0.0345
Si 5.7787 6.8257 34.0638 0.0147 0.0121 0.012
Si 9.6313 6.843 33.7922 0.0256 0.1007 0.057
Si 1.88 2.7366 35.8446 0.0072 -0.0133 -0.0032
Si 5.8013 2.7322 35.8349 0 -0.0152 -0.0262
Si 9.6701 2.7365 35.8151 -0.0062 -0.0053 0.001
Si -0.0252 4.1338 35.7814 0.0049 0.0545 -0.0254
Si 3.8396 4.0626 35.8838 0.0035 -0.0143 0.0396
Si 7.7359 4.1019 35.8066 -0.0063 0.0126 0.0039
Si 1.9006 8.2179 35.8081 0.0062 -0.0179 -0.0002
Si 5.7984 8.259 35.8944 -0.0042 0.0186 0.0434
Si 9.6539 8.1933 35.786 -0.0007 -0.0499 -0.0177
Si -0.036 9.5827 35.8127 0.0055 0.0073 0.0017
Si 3.8368 9.5865 35.8452 -0.0032 0.0078 -0.0276
Si 7.7517 9.5929 35.8316 -0.0085 0.0128 -0.0099
Si 0 0 37.7636 -0.0449 0.0371 -0.0434
Si 3.8672 0 37.7636 -0.0558 0.1119 0.1198
Si 7.7343 0 37.7636 0.0599 0.1034 0.0723
Si 1.9336 1.3673 37.7636 -0.0944 -0.0476 0.0914
Si 5.8008 1.3673 37.7636 0.0335 -0.061 0.019
Si 9.6679 1.3673 37.7636 0.0199 0.0047 -0.0578
Si 0 5.469 37.7636 -0.0376 0.0845 -0.2048
Si 3.8672 5.469 37.7636 -0.0329 -0.0047 0.1995
Si 7.7343 5.469 37.7636 0.03 0.0146 -0.1468
Si 1.9336 6.8362 37.7636 -0.0582 0.0213 -0.167
Si 5.8008 6.8362 37.7636 0.0188 0.0416 0.2288
Si 9.6679 6.8362 37.7636 -0.0035 -0.0313 -0.2185
Si 1.9451 2.7232 6.7801 0.0021 -0.021 0.0111
Si 5.8187 2.749 6.753 -0.0019 0.0018 -0.0067
Si 9.7018 2.7405 6.7579 -0.0013 0.0088 -0.0156
Si 0.0312 4.1027 6.771 -0.0116 0.0076 0.0131
Si 3.8702 4.1014 6.7822 0.0077 0.0065 -0.0072
Si 7.7607 4.1004 6.7346 0.0064 -0.0037 0.0159
Si 1.9485 8.1775 6.7721 0.0056 -0.0044 0.0097
Si 5.8092 8.1873 6.7775 0.0042 -0.0017 0.003
Si 9.7008 8.1847 6.7817 -0.0078 -0.0314 0.0321
Si 0.0277 9.5557 6.8018 0.0045 0.0086 -0.016
Si 3.8736 9.5557 6.7709 -0.0002 0.0148 0.0172
Si 7.7598 9.5431 6.757 -0.0035 0.0064 -0.0195
Si 0.0393 -0.0346 8.7725 -0.0058 -0.0612 -0.0139
Si 3.8908 0.0289 8.6791 -0.0008 -0.0548 -0.0753
Si 7.796 0.0067 8.6537 -0.0116 -0.0339 -0.0261
Si 1.9416 1.3482 8.7232 0.0245 0.0725 -0.03
Si 5.84 1.3301 8.6364 0.0045 0.0482 -0.0135
Si 9.7432 1.3267 8.6499 -0.0125 0.0393 -0.0394
Si 0.0371 5.4291 8.7393 0.0069 -0.0766 0.0004
Si 3.8719 5.4344 8.7505 -0.0017 -0.0433 -0.0004
Si 7.7646 5.4742 8.6452 -0.0041 -0.065 -0.0097
Si 1.9486 6.8305 8.7279 -0.0112 0.0493 -0.0151
Si 5.7975 6.7981 8.7074 0.0073 0.057 -0.0031
Si 9.7291 6.8003 8.7243 -0.0119 0.0689 -0.0598
Si 1.9536 2.667 10.6887 -0.0542 -0.0797 0.0432
Si 5.841 2.6049 10.5955 0.0271 -0.0889 0.0114
Si 9.7272 2.6168 10.5983 0.0163 -0.0774 0.0585
Si 0.0271 4.0653 10.7075 0.0508 0.0863 0.0057
Si 3.9022 3.9662 10.6465 0.0283 0.0932 0.0229
Si 7.8087 3.927 10.414 -0.0892 0.0593 0.0086
Si 1.9636 8.3478 10.5651 0.0247 -0.0645 0.0246
Si 5.827 8.2863 10.5533 -0.0589 -0.0554 -0.0407
Si 9.7733 8.1799 10.6536 -0.0176 -0.095 0.045
Si 0.0182 9.6675 10.8374 -0.0398 0.0909 0.0472
Si 3.9005 9.6759 10.6359 0.0151 0.0586 0.0666
Si 7.8137 9.4711 10.4838 0.0653 0.0402 0.0018
Si -0.0408 0.2016 12.9137 0.021 0.0592 -0.0532
Si 3.8769 -0.0594 12.7327 -0.0226 0.0719 -0.0329
Si 7.6984 -0.3734 12.5104 0.0043 0.1637 -0.0085
Si 1.96 1.4384 12.7561 0.0075 -0.0223 -0.0288
Si 5.899 1.1677 12.5266 -0.0319 -0.0868 -0.0441
Si 9.4768 1.2252 12.5467 0.0006 -0.1313 -0.0212
Si 0.173 5.5893 12.5778 -0.0957 0.0683 -0.0152
Si 3.9663 5.5394 12.3864 -0.0459 0.0924 -0.0052
Si 7.8815 5.3692 12.2043 0.0489 0.1407 0.0694
Si 2.064 6.9621 12.4205 0.0809 -0.0628 -0.0319
Si 5.9856 6.7156 12.2483 -0.0523 -0.1618 -0.0225
Si 9.7152 6.8003 12.6051 0.0755 -0.0824 -0.0776
O -2.1034 7.6795 14.0109 -0.0537 0.0479 0.0752
O 11.6159 -1.5765 16.8386 0.0052 0.0074 -0.0319
O -6.343 9.6804 22.2865 0.0008 -0.0012 -0.0012
O 1.9923 2.5409 14.0208 -0.0321 0.0618 0.0137
O 6.272 13.1371 13.7846 0.0453 0.0516 0.0001
O 7.4138 8.7569 26.489 -0.0382 0.008 0.0046
O 7.5667 9.5025 13.8111 0.003 -0.075 0.036
O -11.6152 1.8374 26.9705 -0.0026 -0.0287 0.0133
O -6.1272 12.1812 23.3369 0.0012 0.0046 0.0088
O 2.1394 7.8503 13.8413 0.0125 0.0335 0.0283
O 11.3501 2.9026 15.4916 -0.015 0.0148 0.0006
O 11.5854 10.6564 14.5187 -0.052 -0.0052 0.1109
O 4.6719 3.4386 22.061 0.0052 -0.0015 0.0056
O 2.7382 8.0431 24.9847 -0.0069 0.0029 0.0083
O 3.9591 0.8428 18.1253 -0.0046 -0.0004 -0.0056
O 2.7264 7.6604 28.4852 0.1001 0.0781 -0.0112
O -0.0891 10.6465 28.6437 -0.0303 0.0328 0.0038
O 9.6342 1.6811 28.6274 0.034 -0.0288 0.0063
O 0.2209 4.308 28.278 0.029 -0.1182 -0.0973
O -7.4215 -3.5238 15.5161 0.028 -0.027 -0.0226
O 4.2092 4.3711 29.0915 0.0517 -0.0426 -0.0041
O 7.6849 10.0854 28.7485 -0.0047 -0.0227 -0.0294
O 9.335 8.0422 28.2565 -0.0278 0.1176 -0.1037
O 5.8035 13.189 28.6815 -0.0125 0.0445 -0.0018
Si 3.2435 -2.3644 14.8202 -0.0267 0.0255 -0.0402
Si 8.533 9.3448 27.57 0.0463 -0.0508 0.0308
Si 18.0608 3.9008 16.7145 0.0061 0.0088 0.0374
Si -11.6398 -10.9091 23.5336 0.0083 -0.0301 -0.0143
Si -5.7154 -2.1664 25.8252 0.0324 -0.0098 -0.0452
Si 7.6433 13.933 14.1997 -0.0322 -0.01 -0.0284
Si -9.1802 17.8854 22.0333 0.0148 -0.0038 -0.0358
Si -6.1212 -7.1445 28.2473 0.0398 -0.0162 0.0104
Si 12.9576 -2.5397 24.1689 0.0098 0.007 -0.0121
Si 3.0555 32.8663 19.2339 -0.0103 -0.0094 -0.0209
Si 3.5803 -6.9547 25.8178 -0.0323 0.003 -0.0323
Si 5.3911 6.4954 19.3864 0.0096 -0.0016 -0.0048
Si -3.3563 8.8528 20.0178 -0.0024 -0.0205 -0.0365
Si -1.0177 11.6351 27.6941 -0.006 -0.0041 -0.0024
Si 6.0216 32.5295 23.3602 0.002 -0.0218 0.0009
Si 2.4417 6.5499 18.873 -0.0322 0.019 0.0046
Si 4.2479 2.3039 23.1626 -0.0047 0.0161 -0.0074
Si 19.6164 7.3412 17.646 0.0063 -0.0102 0.0025
Si -10.5712 -7.9413 27.611 -0.0417 0.0423 0.041
Si 15.6419 8.6633 28.3417 -0.0357 -0.0202 0.0167
Si 1.5486 -1.8081 17.313 -0.0017 -0.0066 0.0081
Si 1.1007 3.602 14.9039 0.0148 -0.0335 -0.0339
Si -2.682 6.8383 22.1021 0.0001 0.0052 -0.02
Si 1.81 -7.076 17.7956 -0.0336 -0.017 0.0221
Si -30.3446 2.3751 18.3046 -0.0009 0.0016 -0.0057
Si 15.4976 -4.0099 24.5619 0.0124 -0.0143 -0.0058
Si 10.7986 -22.3495 15.9617 -0.0163 -0.0408 -0.0365
Si -6.2855 9.2429 20.7168 -0.0078 0.0035 -0.01
Si -3.0826 8.678 14.8794 0.0383 0.022 -0.0307
Si -12.2637 2.4686 17.0111 0.0191 0.0017 0.0345
Si 8.6031 4.0177 21.4726 0.0144 0.0064 -0.0488
Si 11.65 27.81 23.2471 0.0194 0.0164 -0.014
Si 8.8342 4.5154 18.3753 -0.0038 -0.015 0.0018
Si 20.4574 9.7011 22.6323 0.007 0.0137 -0.0074
Si 5.09 6.1746 14.9323 -0.0401 -0.0036 -0.0365
Si 11.1642 -7.9771 22.9496 0.012 0.0084 -0.0197
Si 1.6846 1.3838 21.6773 0.0183 -0.0004 -0.0346
Si 17.3125 3.5993 20.8083 -0.0163 -0.0157 -0.0268
O 8.2597 -5.5718 22.3745 0.0023 0.004 0.0183
O 22.1283 17.477 22.2117 -0.0107 -0.0021 0.0058
O 6.7767 -1.3475 20.0671 -0.0021 0.0046 0.0026
O 12.2347 13.6795 17.9875 0.007 -0.0007 -0.0189
O 4.0221 28.2011 18.4924 0.0077 0.0009 -0.0132
O -4.3935 14.1437 21.324 0.0096 -0.0001 0.0156
O -22.4533 11.0455 22.1029 -0.0019 -0.0001 0.0067
O 5.3162 -2.8797 29.1613 -0.0711 0.0548 -0.0156
O 8.6554 8.6381 18.4535 -0.0092 0.0099 0.0293
O 0.7451 13.6726 21.8121 -0.0024 0.0035 0.0049
O 16.2606 8.9245 26.8773 0.0069 0.0048 0.0106
O 8.3565 18.2592 20.6376 0.0128 0.0107 0.0177
O -2.5771 -4.9005 17.7622 -0.0089 -0.0047 -0.0198
O -6.4291 -3.303 20.5345 0.0009 0.0129 0.0108
O 3.8344 3.0222 24.5446 0.011 -0.0134 -0.0164
O 11.2814 23.4997 23.9451 -0.0064 0.0079 0.0095
O -3.7956 7.8065 16.0834 -0.0069 -0.0097 0.0055
O 14.0664 7.0208 20.4272 0.0078 -0.0075 0.0145
O -3.0495 8.1248 23.073 0.0024 -0.0137 0.0011
O 2.3069 1.1299 20.2033 -0.0098 0.0081 0.0189
O -2.2671 -1.0774 15.6437 0.0422 0.0205 -0.0236
O 13.1114 5.2313 18.6252 0.0156 0.0104 -0.0113
O -2.4577 -6.4846 19.979 -0.0024 -0.0024 0.0257
O 3.5691 10.1325 28.8486 0.0111 -0.0479 0.0057
O -7.4361 16.0749 14.0229 0.0755 0.0415 0.0251
O -6.6594 -7.1293 26.717 -0.0023 -0.0003 0.0109
O 9.5938 21.4363 26.9298 0.007 0.0294 0.012
O 3.7975 6.7258 22.92 -0.0139 0.0053 -0.0041
O 5.8147 -0.8667 24.8561 -0.0078 0.0173 -0.0058
O 1.7363 8.3474 22.563 -0.0015 -0.0059 0.0082
O 5.3315 13.4311 19.6706 0.0115 0.0072 0.0134
O 1.7403 7.6468 17.9142 0.0168 -0.0231 0.0063
O 1.8721 2.2824 28.8095 0.0179 0.0176 -0.0261
O 5.6559 -5.8202 20.2178 -0.0003 0.0056 0.0072
O -5.4821 6.9736 13.9147 -0.0053 -0.0101 0.0156
O 7.5862 3.1913 15.7948 -0.0071 0.0058 0.02
O 5.8419 5.2852 16.0767 0.0075 -0.0156 -0.003
O 10.594 -10.0607 16.8798 -0.0003 0.0131 -0.0412
O 9.0151 -19.6743 13.8255 -0.013 0.0369 -0.0174
O 4.0608 -0.963 20.0007 0.0207 -0.0113 0.0029
O 6.8488 4.6929 28.505 -0.0852 -0.0487 0.0102
O -0.2973 15.3383 23.7669 -0.0064 -0.0123 0.0063
O 1.9764 15.0825 16.1796 0.0058 0.005 0.0005
O -4.3502 -6.7722 18.1166 0.0067 0.0054 -0.0101
O 3.5111 5.5431 25.3402 0.0013 0.0079 0.01
O -13.4978 -18.8245 22.1991 -0.0071 -0.0056 0.0114
O 1.8738 -0.741 18.4817 0.0183 0.0216 0.0027
O -2.4091 -1.1835 21.0095 -0.0133 -0.0059 0.0037
O 9.7517 -7.5365 17.6163 0.0013 0.0066 -0.023
O 7.6632 4.4983 13.6022 -0.0066 -0.0376 -0.0613
O 10.1289 10.2434 23.4356 0.0038 0.0018 0.0038
O -10.7932 9.9171 24.5174 -0.0173 0.012 0.005
O 5.2854 2.8185 16.9844 -0.0192 -0.0043 -0.0039
O 11.8947 -14.7585 24.3955 -0.0114 -0.0129 0.0087
O -11.0423 -6.1088 13.9989 0.0192 -0.0238 -0.0084
O 5.4205 -3.5111 24.9702 -0.0086 0.0017 0.0104
O 14.1298 9.3687 16.0359 -0.0142 0.009 0.0304
O 13.0315 16.6447 22.4148 -0.0076 0.0026 0.0181
O 15.6291 -1.2121 13.9399 0.0039 -0.0791 0.021
O -9.4547 -7.3905 26.5292 0.0386 0.0008 -0.0039
O 14.5371 1.4654 22.7057 0.0001 0.0019 0.0078
O 18.177 6.9657 18.354 -0.0157 0.0025 -0.0007
O 14.7862 -7.5869 18.4544 0.0065 0.0031 -0.014
O 7.6087 10.6667 22.9972 0.0026 0.0017 0.0046

Results
free energy: -173367.457 eV
free energy less fixed offsets of O -568.88, Si -635.61 eV per atom: 2.323 eV

The program warned: the cutoff lies below the one the program advises for these potential files; the exchange-correlation potential is rough where the density is thin.
